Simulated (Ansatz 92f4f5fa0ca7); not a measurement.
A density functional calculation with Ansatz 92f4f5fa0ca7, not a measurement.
Periodic cell of 212 atoms, Si132O80, from a study of silicon, its oxide and their interface. The atomic structure is a simulated model.
Doubt: the cutoff is far below the 930 eV that the study's wrapper takes by default for these files, so forces and energies are approximate.
This geometry differs little from another in the collection (a relaxation step or a small displacement).

Settings: functional PBE; potential files Ansatz PAW; basis plane waves; wave-function cutoff 580 eV; density cutoff ratio 5; exchange-correlation grid ratio 1; k mesh 1 x 1 x 1, Gamma-centred; self-consistency stop 5e-08 eV per atom in the density residual; occupations fixed; spin none; net charge 0.

Cell vectors (angstrom)
a 10.938 0 0
b 0 10.938 0
c 0 0 31.1127

Atoms: element, x, y, z (angstrom)
Si 10.5597 0.4729 23.5597
Si 5.14 0.3396 23.6996
Si 3.3941 2.1751 23.6294
Si 8.7574 2.2522 23.822
Si 10.5768 5.8093 23.659
Si 4.9974 5.7968 23.7708
Si 3.306 7.6566 23.7334
Si 8.8893 7.648 23.6496
Si 1.4571 1.3413 24.8447
Si 6.9022 1.3047 24.9805
Si 4.1206 4.0087 25.0266
Si 9.6679 4.0655 25.029
Si 1.4262 6.779 24.9181
Si 6.9262 6.7912 24.8348
Si 4.1643 9.5108 24.9733
Si 9.676 9.5549 24.8652
Si 2.7358 -0.0571 26.3014
Si 8.2438 -0.097 26.3151
Si 0.1217 2.6988 26.3286
Si 5.5494 2.7027 26.3562
Si 2.7223 5.398 26.3426
Si 8.2061 5.4228 26.3147
Si 0.0778 8.1997 26.2981
Si 5.5761 8.1658 26.3037
Si 4.1018 1.3673 27.6945
Si 9.5708 1.3673 27.6945
Si 1.3673 4.1018 27.6945
Si 6.8362 4.1018 27.6945
Si 4.1018 6.8362 27.6945
Si 9.5708 6.8362 27.6945
Si 1.3673 9.5708 27.6945
Si 6.8362 9.5708 27.6945
Si 0 0 29.0617
Si 5.469 0 29.0617
Si 2.7345 2.7345 29.0617
Si 8.2035 2.7345 29.0617
Si 0 5.469 29.0617
Si 5.469 5.469 29.0617
Si 2.7345 8.2035 29.0617
Si 8.2035 8.2035 29.0617
Si 1.3673 1.3673 30.429
Si 6.8362 1.3673 30.429
Si 4.1018 4.1018 30.429
Si 9.5708 4.1018 30.429
Si 1.3673 6.8362 30.429
Si 6.8362 6.8362 30.429
Si 4.1018 9.5708 30.429
Si 9.5708 9.5708 30.429
Si 2.7345 0 0.6835
Si 8.2035 0 0.6835
Si 0 2.7345 0.6835
Si 5.469 2.7345 0.6835
Si 2.7345 5.469 0.6835
Si 8.2035 5.469 0.6835
Si 0 8.2035 0.6835
Si 5.469 8.2035 0.6835
Si 4.1018 1.3673 2.0507
Si 9.5708 1.3673 2.0507
Si 1.3673 4.1018 2.0507
Si 6.8362 4.1018 2.0507
Si 4.1018 6.8362 2.0507
Si 9.5708 6.8362 2.0507
Si 1.3673 9.5708 2.0507
Si 6.8362 9.5708 2.0507
Si 0 0 3.418
Si 5.469 0 3.418
Si 2.7345 2.7345 3.418
Si 8.2035 2.7345 3.418
Si 0 5.469 3.418
Si 5.469 5.469 3.418
Si 2.7345 8.2035 3.418
Si 8.2035 8.2035 3.418
Si 1.2937 1.4115 4.7038
Si 6.7635 1.4518 4.8904
Si 4.1243 4.1181 4.7444
Si 9.472 4.1647 4.846
Si 1.3106 6.9127 4.8344
Si 6.7927 6.8553 4.7167
Si 4.0408 9.6301 4.8252
Si 9.5504 9.5927 4.7481
Si 2.6033 0.1066 6.1446
Si 8.1917 0.0146 6.1259
Si -0.0821 2.7319 6.1034
Si 5.3736 2.8855 6.3627
Si 2.7841 5.534 6.0401
Si 8.0447 5.5563 6.2331
Si -0.0945 8.2873 6.259
Si 5.45 8.2102 6.0821
Si 3.3381 2.0316 7.3113
Si 9.9822 0.9148 7.3768
Si 1.6647 3.8464 7.172
Si 6.2373 4.7904 7.6492
Si 4.4796 6.5127 7.4043
Si 8.9331 7.4035 7.4046
Si 0.7912 10.1765 7.4246
Si 7.212 9.1633 7.3031
O 3.2804 1.5834 8.9142
O 9.0718 6.9365 8.9913
O 9.6252 1.171 8.9802
O 6.6037 4.6927 9.3143
O 6.5905 9.5995 8.7767
O 1.0645 10.03 9.0619
O 3.9504 7.1922 8.8321
O 1.0016 4.6596 8.4771
O 2.9548 8.1051 22.1829
O 0.0533 5.3419 22.1073
O 5.7168 10.7464 22.2189
O 8.2396 2.9783 22.435
O 5.1005 5.0216 22.2904
O 10.9921 0.171 21.9718
O 3.2221 2.6199 22.0402
O 8.7881 8.0637 22.0196
Si 1.1271 5.4487 18.0652
Si 3.3929 4.3166 14.2297
Si 6.6798 3.448 10.3966
Si 6.737 4.2381 16.3442
Si 1.1127 4.9021 10.0748
Si 9.885 6.6164 15.2761
Si 0.7988 10.9116 20.5239
Si 6.3577 10.2671 10.229
Si 2.9185 8.6556 20.6583
Si 7.7306 7.4744 20.9293
Si 7.3093 0.8056 19.1099
Si 2.5946 2.5461 20.5377
Si 0.1431 0.6231 12.5126
Si 8.2184 3.1195 20.8309
Si 0.041 1.0505 15.484
Si 9.8043 10.6642 18.0106
Si 3.2395 1.3819 15.6451
Si 3.3131 7.1412 10.3305
Si 5.3579 8.2303 12.3167
Si 11.0105 4.6383 20.6372
Si 8.5906 7.8031 17.9219
Si 4.3183 1.5328 10.1495
Si 1.8673 6.9028 15.5408
Si 3.8315 6.2362 18.86
Si 4.7589 2.478 18.1465
Si 1.0085 9.2749 10.5017
Si 6.319 4.275 13.4534
Si 6.0084 5.0958 20.9496
Si 7.9164 6.7927 13.046
Si 9.7661 6.9506 10.4541
Si 5.7251 9.7997 20.8897
Si 2.1743 2.8442 11.9371
Si 4.0225 9.1961 14.8759
Si 5.8348 7.3078 16.6557
Si 8.8279 1.37 10.3783
Si 9.837 3.9071 16.332
O 5.526 3.7188 17.3493
O 3.56 2.1168 11.4638
O 1.3244 3.5845 20.5011
O 1.6274 1.3372 15.6193
O 7.6192 5.2193 13.2538
O 2.7088 8.2767 15.2628
O 8.6141 6.9997 11.5951
O 9.4003 6.8713 16.837
O 10.5996 0.3385 14.0522
O 8.2093 2.8817 10.3888
O 11.1108 4.2892 17.3457
O 4.8808 10.9633 10.3508
O 10.6232 -0.0098 16.6502
O 0.4295 7.1162 14.7862
O 2.7192 5.0943 18.4115
O 4.5069 7.1435 11.4393
O 5.6248 2.4021 9.7371
O 4.5453 6.9425 17.5818
O 8.2738 3.9612 16.9403
O 3.8157 2.8263 19.4603
O 8.3889 7.2642 19.4551
O 10.1264 2.425 15.7269
O 5.984 1.5284 18.5832
O 8.3564 0.4819 17.9076
O 6.7523 3.7437 20.4231
O 6.452 5.8622 16.117
O 9.8279 1.1688 11.638
O 6.6544 3.4746 14.868
O 7.5982 0.3204 10.5587
O 10.6633 8.2918 10.5738
O 2.4317 5.7817 10.4583
O 1.9871 1.0609 20.2855
O 1.3635 6.7537 17.1018
O 1.2828 1.7569 12.7186
O 9.8852 4.988 15.109
O 6.3166 8.2926 21.106
O 9.5319 9.0869 18.0917
O 8.8634 7.3443 14.2464
O 7.0732 8.0705 17.3938
O 10.6437 11.0966 19.3348
O 7.3065 5.9824 21.3917
O 3.802 -0.1191 15.1697
O 6.3027 9.1258 11.3585
O 0.3473 5.7684 19.474
O 4.35 9.0857 13.2745
O 2.6695 5.507 15.1247
O 6.2081 3.5782 11.9672
O 9.5654 3.9124 20.342
O 6.4664 7.4857 13.2278
O 2.3962 8.4449 10.648
O 4.8389 4.9171 13.7553
O 8.1891 1.6409 20.1845
O 1.5112 9.4429 20.4277
O 0.8508 10.3001 11.7587
O 2.456 4.1042 12.9202
O 2.9995 7.3748 19.669
O 4.1864 9.6586 20.3614
O 10.7022 5.6228 10.6353
O 5.0507 5.6234 19.7513
O 3.6315 2.7928 14.8494
O 5.2819 8.4742 15.6449
O 6.7812 10.3747 19.8024
O 1.2895 3.4155 10.7042
O 3.8012 1.6233 17.149

Results
free energy: -129410.703 eV
free energy less fixed offsets of O -568.88, Si -635.61 eV per atom: 0.217 eV

Forces (eV/angstrom), in the order of the atoms: element, x, y, z
Si 0.001 0.0038 -0.0026
Si -0.0001 -0.0015 -0.0101
Si -0.0008 -0.0005 -0.0086
Si -0.0035 -0.0035 -0.0033
Si 0.003 -0.0025 -0.0071
Si 0.0002 -0.005 -0.0051
Si 0.002 0.0075 -0.0034
Si -0.0044 0.0034 -0.0038
Si -0.0015 0.0028 0.0022
Si 0.0015 0.0024 0.0033
Si 0.0009 0.0012 0.0028
Si -0.0006 0.0001 0.0042
Si -0.0004 0.0002 0.0015
Si 0.0039 0.0034 0.0028
Si -0.004 -0.0016 0.0008
Si -0.0051 -0.0034 0.0023
Si 0.0018 -0.0025 0.0055
Si 0.0033 -0.0009 0.0004
Si 0.0022 -0.0005 0.0039
Si 0.0023 0.0027 0.0033
Si 0.0001 -0.0017 0.0039
Si -0.0017 -0.0036 0.0021
Si 0.0022 0.0017 0.004
Si 0.0009 -0.0014 0.0026
Si -0.0002 -0.1952 -0.2296
Si 0.2468 -0.1767 -0.3868
Si 0.0761 -0.1437 0.6532
Si 0.166 0.0409 0.3952
Si 0.1969 -0.1271 -0.3929
Si 0.0568 0.0635 -0.3942
Si 0.1054 -0.0373 0.2409
Si 0.2241 -0.2355 0.2942
Si -0.0409 0.0062 0.0168
Si -0.0435 -0.0137 -0.0334
Si -0.0431 0.1332 0.0195
Si -0.014 0.1015 -0.0172
Si -0.0103 -0.0692 -0.0252
Si -0.04 -0.0021 0.0167
Si -0.0095 0.0942 -0.0183
Si -0.0496 0.0925 0.0175
Si 0.0664 -0.0398 -0.0208
Si 0.0005 -0.0506 -0.0429
Si 0.0365 -0.0819 0.0005
Si 0.0223 0.0262 -0.0283
Si 0.0065 -0.0359 -0.0485
Si 0.066 -0.0347 -0.0074
Si 0.0418 -0.0314 -0.0286
Si 0.0309 -0.0558 0.0008
Si -0.0369 -0.0037 0.0088
Si -0.0625 0.0775 -0.0019
Si -0.0426 0.057 0.0172
Si 0.0252 0.0572 0.0202
Si -0.075 0.0784 -0.0002
Si -0.0246 -0.0598 0.0184
Si 0.0242 0.0298 0.0175
Si -0.0686 0.0667 0.0233
Si -0.0056 -0.0252 -0.0413
Si 0.0147 -0.153 0.019
Si 0.108 -0.0273 0.0321
Si -0.0055 0.0144 -0.0584
Si 0.0352 -0.1222 0.0283
Si 0 0.0022 -0.0523
Si 0.0268 0.008 -0.0499
Si 0.1073 -0.0378 0.0296
Si -0.2042 -0.1188 -0.6149
Si -0.1313 0.3491 0.5778
Si 0.0799 0.0953 -0.2746
Si -0.3884 0.1785 0.4864
Si -0.2536 0.1747 0.5691
Si 0.0421 -0.1124 -0.6816
Si -0.2499 0.2781 0.2923
Si 0.0368 -0.0127 -0.3424
Si -0.0033 0.0023 0.0025
Si 0.002 0.0003 -0.0001
Si -0.0039 0.0014 0.0007
Si 0.0025 -0.0021 0.0017
Si 0.0016 -0.0019 -0.0014
Si -0.0028 0.002 0.0015
Si 0 -0.0011 0.0007
Si -0.0017 0.0025 -0.001
Si 0.0007 0.0021 -0.0005
Si 0.0033 -0.0017 0.0004
Si 0.001 -0.0023 -0.0027
Si -0.0042 -0.0036 -0.0014
Si 0.0032 -0.0025 -0.0019
Si 0.0029 0.0044 -0.0014
Si -0.001 0.0033 0.0016
Si 0.0018 -0.0033 -0.0013
Si 0.0068 -0.0042 0.0016
Si -0.0003 0.0039 -0.0051
Si -0.0071 0.0029 -0.0049
Si 0.0036 0.0002 0.0111
Si 0.0019 -0.0009 -0.0095
Si -0.0026 -0.0049 0.0006
Si 0.0007 -0.0005 -0.0034
Si -0.0037 0.0032 0.0045
O 0.0071 0.0022 0.0069
O 0.0072 0 0.0121
O -0.0038 0.0003 0.0078
O -0.0015 0.0003 -0.012
O 0.0003 0.0045 0.0268
O 0.0012 -0.0123 0.0286
O -0.0007 0.0053 -0.0007
O 0.002 -0.0021 0.0006
O 0.0003 -0.0023 -0.0018
O -0.0028 -0.0001 -0.0026
O -0.0012 0.0024 0.0035
O -0.0003 -0.0022 -0.0036
O -0.002 0.0003 -0.0019
O -0.0012 -0.0006 -0.0005
O -0.0019 -0.0025 -0.0014
O 0.0021 -0.0015 0.0036
Si -0.0008 0.0004 -0.0014
Si 0.0003 -0.0001 0.0024
Si -0.0016 -0.0004 0
Si 0.001 -0.0002 0.0004
Si 0.0015 -0.0032 -0.0029
Si 0.0009 -0.0001 0.0003
Si -0.0015 -0.0011 -0.0048
Si -0.009 -0.0092 -0.0143
Si 0.0002 -0.003 -0.0013
Si -0.0022 -0.0019 -0.0056
Si -0.0043 -0.0014 0.0021
Si -0.0001 0.0019 0.0018
Si 0.0033 0.0029 -0.0002
Si -0.0023 0.0013 0.0009
Si 0.0002 0.0013 0.0052
Si 0.0042 -0.0032 -0.0003
Si -0.0019 -0.002 -0.0011
Si 0.0065 -0.0075 0.0071
Si -0.0018 0.0008 -0.0002
Si 0.0011 0.0024 0.0002
Si -0.0016 -0.0017 0.0028
Si -0.0044 -0.0041 -0.0059
Si -0.0015 0.0014 -0.0003
Si 0.0005 -0.0002 -0.0003
Si -0.0012 0.0008 -0.0011
Si -0.0231 -0.0033 -0.0071
Si -0.0018 -0.003 0.0011
Si 0.0005 -0.0002 -0.0019
Si -0.0006 -0.0017 0.0011
Si 0.0022 0.0157 -0.0004
Si 0.0007 -0.0015 0.0002
Si -0.0019 -0.0024 -0.0034
Si -0.001 -0.0002 0.003
Si -0.0003 0.0004 -0.001
Si 0.0009 0.0011 -0.0048
Si -0.0026 -0.0021 0.0025
O -0.0017 -0.0016 -0.0001
O -0.0011 -0.0023 -0.0002
O 0.0018 -0.0024 0.0014
O -0.0009 -0.0004 -0.0017
O 0.0009 0.0022 0.0003
O 0.0001 -0.0011 0.0006
O 0.0077 0.0024 -0.0076
O -0.0003 -0.0001 -0.0014
O 0.0011 -0.0004 -0.0051
O 0.0005 -0.0025 0.0006
O 0.0009 0.0002 -0.0004
O 0.013 -0.0045 -0.0027
O -0.0034 0.0009 0.0036
O 0.0003 -0.0004 0.0007
O -0.0001 -0.0006 -0.0001
O -0.0042 -0.0008 -0.0024
O -0.0013 -0.0015 0.0006
O -0.0019 -0.0013 0.0005
O -0.0003 -0.0002 -0.0016
O -0.0017 -0.0001 0.0007
O -0.0016 0.0009 0.0009
O 0.0005 -0.0025 -0.0016
O 0.0028 -0.0019 0.0003
O -0.0008 0.0003 -0.0007
O 0.0017 -0.0014 0.0004
O -0.0004 0.0001 -0.0011
O 0.0021 -0.0019 0.0017
O -0.0008 0 0.0005
O -0.0017 -0.0032 -0.0021
O 0.0111 0.0041 -0.0128
O 0.0012 0.0011 0.0014
O -0.002 0.0018 0.0001
O 0.0002 -0.001 -0.0013
O -0.0035 -0.0063 -0.0033
O -0.0006 0.0005 0.0005
O -0.0021 0.0024 0.001
O 0.0006 0.0048 -0.0029
O -0.0018 0.0002 -0.001
O 0.0009 -0.0001 -0.0001
O 0.0014 -0.0038 -0.0009
O 0.0021 0.0032 -0.0002
O -0.0009 0.0004 0.0003
O -0.0033 0.0193 -0.0127
O -0.0015 -0.0042 0.0045
O 0.0018 -0.0014 -0.0025
O -0.0007 -0.0013 0
O -0.0014 -0.0009 0.0005
O 0.0014 -0.0003 0.0002
O -0.0013 0.0009 -0.0011
O -0.0083 0.0053 -0.0006
O -0.001 0.0003 -0.0016
O 0.0002 0.004 0.0008
O 0.0006 0.0022 0.0003
O -0.0068 -0.0038 -0.0053
O -0.0008 -0.0012 0.0005
O -0.0015 0.0052 0.0035
O -0.0002 -0.0009 0.0005
O 0.0008 0.0036 0.0006
O 0.0015 -0.0011 0.0017
O -0.0009 0.0008 -0.0005
O -0.0005 -0.0011 -0.0009
O -0.0024 0.0013 0.0001
O 0.0001 0.0032 0.0021
O -0.0001 0.0001 -0.0005

The program warned: the cutoff lies below the one the program advises for these potential files; the forces do not sum to zero within the program's tolerance; the exchange-correlation potential is rough where the density is thin.
